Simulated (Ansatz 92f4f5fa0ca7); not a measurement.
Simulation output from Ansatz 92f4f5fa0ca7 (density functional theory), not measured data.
Periodic cell of 218 atoms, Si134O84, from a study of silicon, its oxide and their interface. The atomic structure is a simulated model.
Doubt: the cutoff is far below the 930 eV that the study's wrapper takes by default for these files, so forces and energies are approximate.

Settings
functional: PBE
potential files: Ansatz PAW
basis: plane waves
wave-function cutoff: 580 eV
density cutoff ratio: 5
exchange-correlation grid ratio: 1
k mesh: 1 x 1 x 1, Gamma-centred
self-consistency stop: 5e-08 eV per atom in the density residual
occupations: fixed
spin: none
net charge: 0

Cell vectors (angstrom)
a  10.938  0  0
b  0  10.938  0
c  0  0  32.0438

Atoms: element, x, y, z (angstrom)
Si  0.4887  -0.4963  24.7526
Si  5.8449  -0.4819  24.6889
Si  2.5379  2.8434  24.7147
Si  7.6777  3.4143  24.5099
Si  0.8063  4.6179  24.6352
Si  5.9223  5.0721  24.4993
Si  2.0669  8.6144  24.6914
Si  7.6479  8.7824  24.607
Si  1.3994  1.2811  26.0226
Si  6.8692  1.4196  25.7502
Si  4.1725  4.0971  25.8466
Si  9.6331  4.0786  25.7519
Si  1.3319  6.6973  25.8772
Si  6.8496  6.847  25.7941
Si  4.0554  9.4429  25.8834
Si  9.5286  9.564  25.8921
Si  2.8115  -0.0551  27.3046
Si  8.2201  0.0732  27.2256
Si  -0.0476  2.6958  27.2463
Si  5.4897  2.6933  27.2259
Si  2.7997  5.4714  27.242
Si  8.2873  5.5038  27.1884
Si  -0.0474  8.1237  27.2258
Si  5.4513  8.1213  27.2489
Si  4.1018  1.3673  28.6255
Si  9.5708  1.3673  28.6255
Si  1.3673  4.1018  28.6255
Si  6.8362  4.1018  28.6255
Si  4.1018  6.8362  28.6255
Si  9.5708  6.8362  28.6255
Si  1.3673  9.5708  28.6255
Si  6.8362  9.5708  28.6255
Si  0  0  29.9928
Si  5.469  0  29.9928
Si  2.7345  2.7345  29.9928
Si  8.2035  2.7345  29.9928
Si  0  5.469  29.9928
Si  5.469  5.469  29.9928
Si  2.7345  8.2035  29.9928
Si  8.2035  8.2035  29.9928
Si  1.3673  1.3673  31.36
Si  6.8362  1.3673  31.36
Si  4.1018  4.1018  31.36
Si  9.5708  4.1018  31.36
Si  1.3673  6.8362  31.36
Si  6.8362  6.8362  31.36
Si  4.1018  9.5708  31.36
Si  9.5708  9.5708  31.36
Si  2.7345  0  0.6835
Si  8.2035  0  0.6835
Si  0  2.7345  0.6835
Si  5.469  2.7345  0.6835
Si  2.7345  5.469  0.6835
Si  8.2035  5.469  0.6835
Si  0  8.2035  0.6835
Si  5.469  8.2035  0.6835
Si  4.1018  1.3673  2.0507
Si  9.5708  1.3673  2.0507
Si  1.3673  4.1018  2.0507
Si  6.8362  4.1018  2.0507
Si  4.1018  6.8362  2.0507
Si  9.5708  6.8362  2.0507
Si  1.3673  9.5708  2.0507
Si  6.8362  9.5708  2.0507
Si  0  0  3.418
Si  5.469  0  3.418
Si  2.7345  2.7345  3.418
Si  8.2035  2.7345  3.418
Si  0  5.469  3.418
Si  5.469  5.469  3.418
Si  2.7345  8.2035  3.418
Si  8.2035  8.2035  3.418
Si  1.3511  1.4412  4.7457
Si  6.7595  1.4142  4.8093
Si  4.0589  4.1334  4.8167
Si  9.5988  4.1273  4.8409
Si  1.4112  6.8277  4.9453
Si  6.7839  6.8609  4.6627
Si  4.0617  9.5832  4.8652
Si  9.5931  9.5615  4.6586
Si  2.7017  0.166  6.1661
Si  8.227  0.0017  5.9481
Si  0.1017  2.8121  6.2468
Si  5.38  2.772  6.2406
Si  2.8218  5.4138  6.4554
Si  8.1297  5.5556  6.0263
Si  -0.0541  8.3092  6.1603
Si  5.4439  8.0784  6.1238
Si  3.6459  1.8353  7.6343
Si  9.7997  1.1202  7.256
Si  1.9286  3.5441  7.7358
Si  6.4816  4.552  7.3854
Si  4.7607  6.2949  7.6194
Si  9.0183  7.3452  7.2494
Si  0.6392  10.4081  7.1567
Si  7.3308  9.0752  7.069
O  6.6386  9.7583  8.4099
O  1.529  3.8271  9.3756
O  1.2174  10.3898  8.7014
O  7.3963  3.9573  8.6662
O  9.3532  6.6726  8.7499
O  4.1251  1.2938  9.1886
O  4.5065  6.8241  9.2335
O  9.1076  1.8055  8.6309
O  5.0287  -0.1041  23.2877
O  8.1107  3.4617  22.8939
O  0.6054  0.4216  20.5811
O  5.568  5.5966  22.9163
O  8.1364  8.3933  23.0611
O  3.1951  1.9447  23.4264
O  2.1045  8.0375  23.1004
O  0.1934  0.0816  23.2153
Si  5.2995  1.0606  10.303
Si  7.9314  2.619  9.4371
Si  0.1283  6.9682  14.715
Si  12.9814  3.2488  19.3346
Si  7.5646  12.3149  15.301
Si  10.3452  6.9297  10.0044
Si  5.9191  13.4696  20.4179
Si  6.8061  9.522  9.9969
Si  -0.416  7.2528  17.8281
Si  -1.7493  4.9234  19.1138
Si  1.3669  3.5039  16.4801
Si  1.19  7.8357  21.7724
Si  9.4674  9.3414  11.3908
Si  -2.4601  16.4569  14.0238
Si  5.3075  12.9054  17.3564
Si  2.4121  5.8756  12.9901
Si  -1.3262  0.1736  13.7205
Si  8.6924  2.9789  21.46
Si  9.4725  3.0171  12.1547
Si  5.2345  13.0381  13.3173
Si  2.1244  8.8067  19.0469
Si  9.2563  14.8097  16.2825
Si  2.1838  11.3173  20.2062
Si  -6.0989  7.118  18.9493
Si  5.2747  7.1042  10.6537
Si  5.4732  5.3002  13.0164
Si  14.0232  12.0645  15.5327
Si  4.8208  5.2485  21.5057
Si  4.0761  11.8736  22.4781
Si  12.0245  9.3824  9.9327
Si  2.9873  8.6029  11.9297
Si  3.9072  4.6231  17.4821
Si  7.8405  7.505  19.0558
Si  1.702  4.9415  21.6886
Si  10.4576  0.436  21.7859
Si  1.4818  -1.0418  14.2754
Si  9.0574  8.7119  21.7689
Si  0.9679  4.293  10.8315
O  -1.9075  7.9696  17.9903
O  9.2531  10.3078  21.4916
O  -2.4669  5.1379  15.6193
O  4.7753  -4.4056  20.4793
O  2.3937  -0.3538  15.4471
O  5.4093  3.719  13.3404
O  -0.0305  5.5541  10.6034
O  1.2212  3.8354  20.6
O  8.5947  13.5227  15.5937
O  6.6313  12.4616  13.9576
O  -2.6763  8.1046  20.5004
O  5.6275  4.121  20.6346
O  3.3066  4.7677  21.9522
O  6.279  7.9069  18.7214
O  4.0003  12.4838  14.2364
O  9.0328  3.8399  17.8986
O  -1.5423  12.5081  12.9049
O  12.2276  5.9081  14.1912
O  -0.15  6.777  16.3061
O  1.0747  14.0161  18.0402
O  -0.4048  8.0496  22.0312
O  14.4822  8.0876  18.7324
O  10.4722  5.914  18.7943
O  3.9789  5.8482  13.5406
O  6.5903  12.2301  16.607
O  5.0147  3.5384  16.927
O  1.4476  6.4054  21.0594
O  9.0046  15.1807  13.1391
O  3.3011  4.2225  18.9543
O  9.5529  7.7269  11.2003
O  7.8496  5.8682  19.1246
O  2.633  9.6479  13.1257
O  10.9266  9.9705  10.9958
O  5.6254  -0.5077  10.658
O  8.4561  3.0724  10.9007
O  4.9508  12.647  11.7629
O  0.857  8.2035  18.2144
O  2.5833  4.6401  16.4887
O  6.8985  5.8993  13.647
O  3.9879  12.063  16.8943
O  2.3593  10.4099  18.8403
O  11.0054  14.1007  11.5971
O  4.6928  6.0219  17.7284
O  5.0949  12.7324  21.578
O  8.6089  11.0771  15.0265
O  11.5757  7.8793  9.4761
O  3.1076  0.0388  21.5149
O  9.6322  6.7117  13.9223
O  6.654  -3.0033  10.3739
O  6.6667  1.6399  9.6575
O  -1.6303  4.2036  20.5629
O  13.6375  12.7803  19.7364
O  -2.6241  -0.9733  10.4294
O  11.2199  10.971  13.9832
O  1.8867  2.2304  15.6211
O  1.7363  8.8281  20.6249
O  -10.2032  8.4826  14.583
O  5.5279  1.9333  18.9567
O  0.7212  4.8892  22.987
O  -8.837  7.2563  12.165
O  7.5154  2.265  20.585
O  10.8522  3.9468  15.8973
O  2.1727  15.6072  11.9001
O  4.5089  8.0834  11.7364
O  9.1292  9.7756  12.9083
O  9.8619  1.9289  21.8025
O  13.5147  9.338  10.551
O  5.5456  5.6776  11.4135

Results
free energy: -132955.362 eV
free energy less fixed offsets of O -568.88, Si -635.61 eV per atom: 2.298 eV

Forces (eV/angstrom), in the order of the atoms: element, x, y, z
Si  -0.4717  0.5179  -0.3116
Si  -0.5486  0.3361  -0.0723
Si  0.4635  -0.6627  -0.1135
Si  0.5528  -0.4408  -0.3851
Si  -0.5162  0.5622  -0.3436
Si  -0.4284  0.5135  -0.4146
Si  0.4744  -0.5654  -0.4404
Si  0.4961  -0.4483  -0.2642
Si  -0.0769  -0.0446  0.108
Si  -0.0382  -0.0245  0.0464
Si  0.1083  0.0123  0.0866
Si  -0.0041  0.0191  0.1633
Si  0.0264  -0.0439  0.066
Si  0.0269  0.0785  0.1641
Si  0.0051  0.0874  0.0821
Si  -0.0655  0.013  -0.029
Si  0.0144  -0.0015  0.0487
Si  -0.0261  -0.0585  0.0677
Si  0.0984  0.0652  0.1322
Si  0.019  0.0817  0.0557
Si  -0.0393  -0.0468  0.1622
Si  -0.0966  -0.0768  0.0092
Si  0.0346  0.0719  0.2038
Si  0.077  -0.0016  0.0606
Si  0.3105  -0.0144  0.2322
Si  -0.1301  0.0205  0.4368
Si  -0.0019  -0.0558  -0.4245
Si  0.3294  0.068  -0.5822
Si  0.0808  -0.2218  0.4998
Si  -0.1318  -0.0663  0.4247
Si  -0.1478  -0.4289  -0.2478
Si  -0.095  0.122  -0.5394
Si  -0.0835  -0.0132  -0.0522
Si  0.017  0.0486  0.0134
Si  -0.0306  -0.0236  -0.042
Si  0.0403  0.0227  0.0028
Si  -0.0248  0.0631  -0.0008
Si  -0.0463  0.0573  -0.024
Si  -0.0935  -0.0473  0.0089
Si  0.0369  -0.0335  -0.0419
Si  0.0143  -0.0579  -0.0063
Si  0.0211  -0.0177  -0.0366
Si  0.0514  -0.0039  0.0048
Si  -0.0023  -0.0437  -0.04
Si  0.0542  -0.0237  -0.0347
Si  -0.0048  0.0232  -0.0115
Si  0.0077  0.02  -0.0459
Si  0.0013  -0.0003  -0.0095
Si  0.0377  -0.0351  0.0087
Si  -0.0464  0.0607  -0.0022
Si  -0.0678  0.074  0.0242
Si  0.0491  -0.1035  0.0147
Si  -0.1275  0.0964  -0.0082
Si  0.0561  -0.0022  0.0088
Si  -0.0122  -0.0151  -0.0001
Si  -0.0508  0.0294  0.0199
Si  -0.0351  -0.0132  0.0224
Si  0.0263  -0.0867  0.0044
Si  0.1792  0.0078  -0.0325
Si  -0.0514  0.0221  -0.0101
Si  0.024  -0.1115  -0.0096
Si  -0.0222  0.0685  0.0135
Si  -0.0216  0.089  -0.0002
Si  0.1125  -0.0264  -0.0283
Si  0.385  0.3052  -0.5675
Si  -0.2673  -0.1144  0.3816
Si  -0.0293  0.4652  -0.3418
Si  0.0344  0.1264  0.5065
Si  0.3334  0.215  0.6372
Si  -0.4319  -0.3319  -0.4955
Si  -0.0954  -0.091  0.7057
Si  -0.1621  0.0484  -0.87
Si  0.0467  0.0955  -0.0809
Si  0.0148  0.0357  -0.0464
Si  0.0224  -0.0506  0.0488
Si  -0.021  0.003  -0.0124
Si  -0.037  -0.0437  -0.0497
Si  0.0413  -0.0902  -0.1044
Si  0.0046  0.0672  -0.0499
Si  -0.033  0.0336  -0.0027
Si  -0.2044  -0.1418  -0.0651
Si  -0.0654  -0.1115  0.0363
Si  0.0596  0.0403  -0.1931
Si  0.014  0.1337  0.0768
Si  -0.0005  -0.0003  -0.1482
Si  -0.0437  -0.0499  -0.0529
Si  0.0832  0.1423  0.234
Si  0.0443  -0.0049  -0.0492
Si  0.5326  -0.6468  0.4517
Si  -0.389  0.3699  0.0724
Si  -0.5542  0.4301  0.4914
Si  0.6069  -0.4909  -0.026
Si  -0.2962  0.4882  0.4869
Si  0.3459  -0.3393  0.14
Si  0.4854  -0.5208  -0.1534
Si  -0.2903  0.3861  -0.085
O  0.1058  -0.0494  0.2101
O  0.3378  -0.2519  -0.7003
O  -0.125  0.0239  0.1989
O  -0.1687  0.1416  -0.0504
O  -0.1528  0.0999  -0.1331
O  -0.3896  0.2822  -0.525
O  0.0298  -0.2867  -0.5528
O  0.0916  -0.0906  -0.0208
O  0.1509  -0.0627  0.0534
O  -0.3116  0.1237  0.343
O  -0.173  0.0256  0.2235
O  0.2699  -0.2788  0.6081
O  -0.249  0.1357  0.292
O  -0.2736  0.3845  0.2832
O  -0.0219  0.3104  0.3435
O  0.2572  -0.1511  0.2327
Si  0.0734  0.0137  0.2431
Si  0.0325  -0.0323  0.0291
Si  0.0256  0.0041  0.0666
Si  0.0687  -0.06  -0.1839
Si  -0.0468  0.0681  0.0148
Si  -0.0706  0.281  0.2137
Si  -0.0201  0.0037  -0.1799
Si  -0.0398  -0.0148  0.2176
Si  -0.0211  0.0389  -0.0127
Si  -0.1101  0.108  -0.1797
Si  0.0238  -0.0451  0.0832
Si  0.0054  0.04  -0.2811
Si  -0.0488  0.0199  0.1636
Si  -0.1397  0.0581  0.0788
Si  -0.1098  0.1126  -0.1126
Si  0.1523  0.1398  0.008
Si  0.0636  -0.1269  0.0104
Si  -0.0777  0.0183  -0.2758
Si  0.1922  0.0167  0.2408
Si  -0.016  0.0893  0.2183
Si  0.1187  0.0368  -0.2093
Si  0.0095  0.1188  0.0638
Si  0.0523  -0.0923  -0.3671
Si  -0.027  0.1169  -0.273
Si  0.0967  0.044  0.3038
Si  -0.0342  0.0607  0.0419
Si  0.0407  0.0683  0.0693
Si  -0.1018  -0.0516  -0.5522
Si  -0.0012  -0.0637  -0.187
Si  0.1208  0.1203  0.2417
Si  -0.0544  -0.0841  0.198
Si  0.0833  0.0117  0.0205
Si  -0.0659  -0.0881  -0.0824
Si  -0.1085  0.0922  -0.3303
Si  -0.0315  -0.1253  -0.2858
Si  0.0512  -0.0233  -0.0247
Si  -0.0312  -0.0048  -0.2432
Si  -0.0216  -0.1206  0.3729
O  0.0051  0.0319  0.0288
O  0.0176  0.1019  0.0918
O  -0.0186  0.0021  -0.008
O  0.0146  -0.0461  0.2478
O  -0.0022  0.0036  0.0177
O  0.0026  -0.062  -0.0682
O  -0.0852  0.032  -0.0488
O  0.0315  0.0226  0.1652
O  0.002  -0.0181  -0.0104
O  -0.0386  -0.021  -0.0529
O  0.0771  0.0291  0.1623
O  -0.0322  0.0523  0.156
O  0.0897  -0.0455  0.197
O  0.0202  -0.0422  0.0211
O  0.0224  -0.0252  -0.1214
O  0.0319  -0.003  0.0775
O  -0.056  0.0854  -0.0775
O  -0.0205  -0.0118  -0.0461
O  -0.0166  -0.0434  -0.0686
O  0.0274  0.0376  0.0406
O  0.0016  -0.0521  0.1353
O  0.0185  -0.0428  0.0679
O  -0.003  -0.0387  0.0289
O  -0.024  -0.0267  0.0202
O  0.0691  -0.0696  0.0023
O  0.0276  -0.0055  0.0323
O  0.0133  -0.0376  0.0398
O  0.0614  -0.0626  -0.128
O  -0.0913  -0.0484  0.0432
O  0.0588  -0.1826  -0.123
O  0.0492  0.0011  0.0294
O  -0.0313  -0.0222  -0.0689
O  0.0147  -0.0006  -0.0685
O  -0.0486  -0.0121  -0.0349
O  -0.0984  -0.0088  -0.2462
O  -0.024  -0.0237  -0.1707
O  -0.0384  -0.0044  0.0491
O  -0.0242  -0.0238  -0.007
O  0.0492  -0.0504  -0.0207
O  0.0338  -0.0499  0.011
O  -0.0377  -0.0298  0.2285
O  0.0368  0.0146  -0.09
O  -0.0061  -0.0356  -0.0144
O  0.056  0.0238  0.1003
O  -0.0205  0.05  0.0488
O  -0.0095  -0.0299  -0.1917
O  0.0306  0.0369  0.1952
O  0.0331  -0.034  0.0145
O  0.0005  -0.0046  -0.1384
O  -0.043  0.0272  -0.1308
O  -0.0165  -0.0683  0.1618
O  -0.0239  -0.0002  0.1334
O  -0.0714  0.0593  -0.1637
O  -0.0203  -0.006  0.024
O  -0.0333  0.0307  -0.0328
O  -0.0543  0.0728  0.2311
O  -0.0402  0.005  -0.0176
O  0.0557  -0.0233  0.1515
O  0.1362  -0.2571  0.1897
O  -0.0283  0.0235  -0.0696
O  0.1037  -0.0229  0.0924
O  0.0686  -0.0282  -0.024
O  -0.0909  -0.0467  -0.1371
O  0.037  -0.0483  -0.0936
O  0.0126  0.0455  -0.1054
O  0.0511  0.0297  0.1544
O  -0.0662  0.0305  -0.093
O  0.0097  0.0138  -0.1109

The program warned: the cutoff lies below the one the program advises for these potential files; the exchange-correlation potential is rough where the density is thin.
